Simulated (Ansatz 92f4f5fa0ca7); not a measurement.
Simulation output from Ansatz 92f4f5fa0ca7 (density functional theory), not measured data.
Periodic cell of 215 atoms, Si131O82P2, from a study of silicon, its oxide and their interface. The atomic structure is a simulated model.
Doubt: the cutoff is far below the 930 eV that the study's wrapper takes by default for these files, so forces and energies are approximate.

Settings: functional PBE; potential files Ansatz PAW; basis plane waves; wave-function cutoff 580 eV; density cutoff ratio 5; exchange-correlation grid ratio 1; k mesh 1 x 1 x 1, Gamma-centred; self-consistency stop 5e-08 eV per atom in the density residual; occupations fixed; spin none; net charge 0.

Cell vectors (angstrom)
a 10.938 0 0
b 0 10.938 0
c 0 0 31.5432

Atoms and the computed forces on them: element, x, y, z (angstrom), force x, y, z (eV/angstrom)
Si 10.4389 0.5688 24.3353 0.0061 0.0146 0.0349
Si 6.0468 10.4929 24.1384 0.0164 0.026 0.0613
Si 2.1334 3.2418 24.0808 -0.0005 -0.0089 0.0412
Si 8.7092 2.2545 24.2957 -0.0265 -0.0136 0.055
Si 0.5015 5.047 24.1563 0.0103 0.0163 0.0493
Si 5.054 5.8895 24.1921 0.016 -0.0081 0.0365
Si 3.3975 7.6448 24.1526 -0.0105 -0.0085 0.0359
Si 7.8349 8.8212 23.9907 0.0031 -0.0191 0.0422
Si 1.3489 1.4698 25.4501 -0.0271 0.0376 0.0468
Si 6.9144 1.305 25.4761 0.0179 -0.0359 0.0661
Si 4.0306 4.0954 25.3234 -0.0335 0.0168 0.0208
Si 9.66 4.0999 25.4066 0.0365 -0.0284 0.0432
Si 1.4938 6.8138 25.354 0.0069 -0.0208 0.0347
Si 6.8986 6.9417 25.2411 -0.0172 0.0213 0.0017
Si 4.2265 9.5325 25.3296 0.0143 -0.0156 0.0213
Si 9.5376 9.6338 25.4276 -0.0581 0.0184 0.062
Si 2.7839 -0.0037 26.6504 -0.0105 0.0299 -0.1315
Si 8.2152 -0.0267 26.9209 0.0131 -0.0161 0.2137
Si 0.0119 2.7694 26.8983 0.013 -0.0147 0.2088
Si 5.4531 2.7314 26.6708 -0.0052 0.0002 -0.1119
Si 2.7512 5.4375 26.8227 0.0221 -0.0086 0.1322
Si 8.2232 5.518 26.6363 0.0116 0.0233 -0.1264
Si 0.0435 8.2013 26.6554 0.0077 0.0396 -0.1192
Si 5.5457 8.1984 26.7809 0.0306 -0.0019 0.1003
Si 4.1149 1.3586 28.0682 0.0348 -0.0031 0.0641
Si 9.5852 1.373 28.2462 -0.0173 0.0093 -0.3572
Si 1.3849 4.1274 28.2452 -0.0336 -0.028 -0.34
Si 6.8366 4.1345 28.0209 0.0246 -0.0717 0.1374
Si 4.152 6.8235 28.1352 -0.1003 0.0346 -0.0905
Si 9.599 6.8446 28.0469 -0.0002 -0.0156 0.0997
Si 1.4012 9.577 28.0403 -0.0238 -0.0186 0.1356
Si 6.833 9.5368 28.2428 0.0459 0.1125 -0.3309
Si 0.0387 -0.0257 29.5019 0.0229 -0.0581 -0.037
Si 5.4518 0.0116 29.5009 0.0048 0.0046 0.062
Si 2.761 2.71 29.5017 0.0114 -0.0227 0.0294
Si 8.1762 2.7674 29.4874 -0.0507 0.053 0.0178
Si -0.0196 5.4986 29.5035 -0.0302 0.0131 0.0705
Si 5.4939 5.4543 29.4885 0.0244 -0.027 -0.0462
Si 2.7458 8.2036 29.4656 0.0095 -0.0255 -0.0098
Si 8.2409 8.1695 29.5042 0.022 -0.0353 0.0113
Si 1.3673 1.3673 30.8594 0.1584 -0.0955 0.1891
Si 6.8362 1.3673 30.8594 -0.1563 0.1435 -0.0545
Si 4.1018 4.1018 30.8594 0.1783 -0.0659 0.0764
Si 9.5708 4.1018 30.8594 -0.1546 0.1383 -0.0303
Si 1.3673 6.8362 30.8594 0.0139 0.2164 -0.0975
Si 6.8362 6.8362 30.8594 0.134 -0.1976 0.1253
Si 4.1018 9.5708 30.8594 -0.1547 0.0605 -0.0366
Si 9.5708 9.5708 30.8594 0.2041 -0.105 0.1171
Si 2.7345 0 0.6835 0.0736 -0.2606 0.13
Si 8.2035 0 0.6835 -0.1972 0.0805 -0.0733
Si 0 2.7345 0.6835 -0.2185 0.1895 -0.0776
Si 5.469 2.7345 0.6835 0.1971 -0.1455 0.1014
Si 2.7345 5.469 0.6835 -0.2322 0.1445 -0.0819
Si 8.2035 5.469 0.6835 0.0546 -0.2157 0.1982
Si 0 8.2035 0.6835 0.2358 -0.0573 0.1378
Si 5.469 8.2035 0.6835 -0.0671 0.165 -0.0449
Si 4.1314 1.3325 2.0454 -0.0154 0.0311 -0.0198
Si 9.5301 1.3919 2.0379 0.0175 0.0181 0.0031
Si 1.321 4.1424 2.0444 0.0208 -0.0078 0.0125
Si 6.8528 4.0708 2.0683 0.0338 0.0204 -0.036
Si 4.0711 6.8689 2.0386 -0.0108 -0.0033 0.0054
Si 9.5943 6.8139 2.0529 0.0113 -0.0146 -0.0286
Si 1.3764 9.5596 2.0714 -0.0444 0.0089 -0.0471
Si 6.8371 9.5663 2.0581 0.0242 -0.0291 0.0626
Si -0.0635 0.0002 3.3295 0.1185 -0.1942 0.4395
Si 5.4772 -0.0217 3.4809 -0.0068 0.0069 -0.0952
Si 2.6946 2.719 3.2854 -0.0105 0.0251 0.669
Si 8.1937 2.696 3.5259 -0.1515 0.0012 -0.0402
Si -0.0226 5.4751 3.5187 0.0185 -0.0295 -0.1267
Si 5.4477 5.4839 3.3089 0.2322 0.0074 0.4975
Si 2.7342 8.2009 3.514 0.0702 0.155 -0.0295
Si 8.2367 8.1865 3.3745 -0.1018 0.0008 0.3249
Si 1.3023 1.3803 4.6733 0.048 0.1524 -0.0276
Si 6.8443 1.2819 4.911 -0.0331 0.0536 0.0879
Si 4.0504 4.1028 4.6414 -0.1933 -0.0584 -0.0727
Si 9.5431 4.0989 4.9013 0.0082 0.0084 0.228
Si 1.3258 6.8675 4.9047 -0.0046 -0.0017 0.2092
Si 6.8413 6.8038 4.6876 -0.0196 0.0231 -0.2716
Si 4.1249 9.5715 4.8878 -0.092 0.0048 0.0946
Si 9.5729 9.5738 4.7503 -0.0397 0.0293 -0.1938
Si 2.6127 0.0485 6.1303 -0.3439 -0.1009 0.0458
Si 8.2409 -0.1149 6.2738 -0.0484 -0.2281 0.1237
Si -0.003 2.675 6.2324 0.3958 -0.2292 -0.1174
Si 5.373 2.7659 6.0754 0.0926 0.4044 0.1444
Si 2.7543 5.4321 6.1655 0.1849 -0.3933 0.0164
Si 8.0883 5.4459 6.1874 -0.1286 0.1043 0.1723
Si -0.0083 8.3188 6.2344 -0.099 0.1249 0.1663
Si 5.565 8.1529 6.1451 0.2316 0.0627 0.1052
P 3.4609 1.9637 7.083 -0.177 0.1417 -0.3515
Si 10.0247 0.8574 7.494 -0.1439 -0.1239 -0.1865
P 1.8173 3.6347 7.3166 0.1136 -0.0908 -0.2564
Si 6.199 4.5336 7.3865 0.1402 0.0344 -0.3866
Si 4.6517 6.3245 7.271 0.1237 0.031 -0.2735
Si 9.157 7.2079 7.3239 -0.1304 0.1173 -0.3644
Si 0.8682 10.1822 7.5346 -0.0104 -0.1804 -0.3691
Si 7.4016 8.9041 7.4879 0.1449 -0.1275 -0.3954
O 4.6483 6.6656 8.8918 -0.1294 0.037 0.1312
O 1.4278 3.8627 8.9059 -0.2041 0.1569 -0.0983
O 9.7655 6.5657 8.7327 0.0944 -0.0852 0.1889
O 1.2373 10.1097 9.1682 0.0959 -0.0086 0.1412
O 6.0596 4.2558 9.0257 0.0109 -0.11 0.1762
O 3.6334 1.7185 8.6807 0.1101 -0.0756 -0.1168
O 7.1122 8.9816 9.135 -0.0897 0.1308 0.2355
O 9.6302 1.0728 9.0921 -0.0324 0.0791 0.1522
O 8.2562 2.5248 22.7322 -0.0142 0.013 -0.0545
O 11.0022 5.5444 22.6354 -0.0115 0.0112 -0.0631
O 5.6452 0.0713 22.6223 -0.0167 0.0158 -0.0608
O 5.2958 5.3869 22.6294 0.0085 -0.008 -0.0547
O 2.1497 2.7957 22.4757 0.0087 -0.0196 -0.0735
O 3.3348 7.8409 22.499 -0.007 0.0146 -0.0444
O 8.3856 8.7339 22.4113 0.0139 0.0026 -0.0676
O -0.1697 11.2306 22.746 0.0148 -0.008 -0.0415
Si 2.1561 2.9722 12.8737 -0.0256 -0.0518 0.0769
Si 8.6482 1.3185 10.3657 0.0614 -0.0515 -0.2075
Si 1.0592 4.4952 15.3318 -0.0133 0.0022 0.055
Si 7.5355 5.5844 12.1749 0.0266 0.0446 -0.0578
Si 2.4152 8.1787 21.205 -0.0083 -0.0018 0.0559
Si 5.376 7.801 12.4391 0.0317 0.0009 -0.0319
Si 9.2618 0.4536 15.4999 0.0005 -0.0027 0.0353
Si 2.9119 -0.0461 16.6486 0.0015 -0.0133 0.0666
Si 10.4548 1.1606 12.5974 -0.0483 -0.0336 -0.0126
Si 7.7693 2.8254 21.2248 0.0105 -0.0045 0.048
Si 9.1333 8.7871 14.4594 -0.0032 -0.0022 -0.0032
Si 1.5017 4.7497 10.3177 0.0092 0.1392 -0.145
Si 4.4822 9.4819 19.1262 0.0074 -0.0016 0.0713
Si 11.0755 6.0942 21.1062 0.0046 0.0015 0.0576
Si 6.6145 10.4422 14.8355 0.0263 -0.0145 0.0182
Si 5.3946 0.7254 21.1637 -0.0039 -0.0072 0.0506
Si 2.3182 9.819 10.3629 -0.1675 -0.117 -0.1479
Si 0.432 10.6266 21.3841 -0.0008 0.0077 0.0446
Si 5.8561 5.2467 21.1212 0.0025 0.0098 0.0686
Si 3.6365 7.0968 10.0661 0.1127 -0.0468 -0.0908
Si 9.0366 5.6865 14.8298 -0.0071 0.0121 0.013
Si 3.6625 4.0738 19.0855 -0.0109 -0.0117 0.0836
Si 10.0342 3.6601 19.3089 -0.0061 0.0086 0.0846
Si 4.2543 8.6602 15.3527 -0.0162 0.0086 0.0398
Si 0.4521 1.9152 17.1489 -0.0041 -0.0007 0.0689
Si 6.7925 7.5285 19.2446 0.0016 0.0177 0.0689
Si 5.2576 3.6174 16.7307 -0.0109 0.0114 0.0619
Si 7.7843 5.0087 17.5192 0.014 0.0156 0.0634
Si 6.6107 9.9509 10.3467 0.0683 -0.1301 -0.1983
Si 4.3416 1.0901 10.0205 0.1119 -0.0893 -0.0984
Si -0.0258 9.0969 11.9098 -0.0545 -0.0447 -0.0372
Si 9.1025 8.6246 20.9358 0.0004 0.012 0.0685
Si 4.5522 1.6611 14.5689 0.0018 -0.015 0.062
Si 2.45 2.0751 21.0447 -0.0099 -0.0002 0.0761
Si 6.3091 3.353 10.3559 0.2002 0.2073 -0.2067
Si 3.4264 5.9081 16.7252 0.0094 -0.0036 0.0546
Si 9.9008 6.5293 10.3444 -0.0807 0.0472 -0.3278
O 0.1323 2.6292 18.5781 0.0111 -0.0164 -0.0438
O 2.9238 9.6276 15.572 0.0021 -0.0106 -0.0174
O 10.8634 4.8017 20.135 -0.0097 -0.0212 -0.0399
O 7.5561 2.4187 9.9071 -0.0401 0.0223 0.1129
O 10.96 5.326 10.7478 0.0951 -0.0945 0.0413
O 6.579 6.7583 12.7919 -0.0241 0.0152 0.0057
O 10.3489 8.04 10.8029 0.0346 0.0284 0.0882
O 7.6696 9.4564 13.9856 -0.0158 0.0061 -0.0025
O 8.4367 6.1808 10.9573 -0.02 -0.0365 0.0918
O 5.3595 10.4874 20.0519 -0.0104 -0.0145 -0.0373
O 2.1923 3.7481 11.418 -0.0043 -0.0395 -0.0957
O 7.9732 8.5425 19.7549 -0.0207 -0.0123 -0.0414
O 6.2074 6.7253 20.5442 0.0032 0.0156 -0.0381
O 5.5072 2.7112 15.3976 -0.0078 -0.0143 -0.0332
O 1.3109 0.9162 20.6971 0.0005 0.0054 -0.0241
O 5.9773 9.0826 11.5885 -0.0368 0.0416 0.0221
O 4.6133 4.9816 16.1018 0.0013 0.001 -0.0211
O 6.5958 3.8993 17.624 -0.0084 -0.0078 -0.026
O 10.506 10.6691 11.804 -0.0116 0.0193 0.0116
O 5.5777 0.4911 13.9811 -0.0109 0.0112 -0.0247
O 8.0193 5.0927 15.9246 0.0016 -0.0056 -0.0262
O 9.7228 9.8139 15.5936 0.006 -0.0012 -0.0079
O -0.4009 5.1472 15.1002 0.0088 -0.0093 -0.0075
O 1.5689 6.836 20.7897 -0.0012 -0.0005 -0.0203
O 1.4981 0.633 17.1659 -0.0005 0.0045 -0.0196
O 6.5957 1.7705 20.7983 -0.0002 0.003 -0.0187
O 1.0013 1.8063 12.7982 0.0427 0.0174 -0.0067
O 3.2427 5.4858 18.3185 -0.0019 0.0192 -0.047
O 9.4937 2.0135 11.5905 0.0053 0.0179 0.0423
O 1.006 3.0919 16.1629 -0.0005 0.0271 -0.0387
O 8.5555 5.1531 13.3696 -0.0022 -0.013 0.009
O 10.2945 8.5923 13.324 0.0008 0.0145 0.0098
O 1.4471 9.3933 21.6928 0.0016 -0.0038 -0.0309
O 10.084 9.9244 20.6051 -0.0083 -0.0059 -0.0244
O 3.1476 0.2472 10.784 0.0532 0.1464 0.0052
O 5.0355 2.3812 10.7658 -0.1716 -0.0957 -0.0044
O 1.7428 4.1525 13.9034 0.009 -0.0079 -0.051
O 7.8604 10.8888 10.847 -0.0369 0.0383 0.0592
O 9.1371 4.4652 18.2179 -0.0244 0.0127 -0.0425
O 5.637 9.4877 15.7588 0.0063 0.0057 -0.0142
O 5.4917 -0.0016 9.6696 -0.1218 0.1308 -0.0329
O 3.5893 2.3001 13.382 -0.0227 0.019 -0.05
O 1.9709 5.6369 16.0463 -0.016 -0.0101 -0.0361
O 9.7238 1.0424 14.0445 0.0169 0.0146 -0.0122
O 4.3225 6.9636 11.5246 -0.0309 0.0093 0.0295
O 4.7614 4.4792 20.207 -0.0208 -0.0053 -0.0435
O 9.9446 1.3405 16.655 -0.0127 -0.011 -0.0228
O 6.6531 4.3163 11.6338 -0.0369 -0.0549 0.023
O 5.5794 8.3971 18.5739 -0.0009 -0.0012 -0.0251
O 9.0746 2.7313 20.2514 0.0199 0.011 -0.043
O 3.5995 1.1282 15.7709 0.0191 0.0248 -0.0326
O 4.2188 3.0688 17.8946 0.0177 -0.0027 -0.0472
O 9.9132 7.2097 20.8849 0.0026 -0.0036 -0.0223
O 3.2961 8.6631 9.7659 0.0062 0.0209 0.0834
O 3.9286 7.4182 16.3668 -0.0009 0.0061 -0.0275
O 7.6264 0.4813 15.6889 -0.0096 0.0013 -0.0075
O 8.9221 7.2989 15.0345 -0.0046 -0.0019 -0.0012
O 3.934 1.428 21.1576 0.0121 0.004 -0.0267
O 1.6024 9.1712 11.7011 0.0468 0.0222 -0.002
O 2.36 6.0964 10.0182 -0.0437 -0.014 0.1183
O 7.3486 6.4535 18.145 0.0059 -0.0239 -0.0371
O 7.2244 4.3605 21.1211 -0.0064 -0.0058 -0.0245
O 4.5395 8.2315 13.7879 -0.0041 -0.001 -0.015
O 3.329 8.6695 19.9546 0.0191 0.0083 -0.0432
O 2.5007 3.2278 19.8708 0.0121 0.0244 -0.049
O 3.7402 10.3597 17.9595 -0.0216 0.0158 -0.0517

Results
free energy: -131423.265 eV
free energy less fixed offsets of O -568.88, P -755.39, Si -635.61 eV per atom: 0.585 eV

The program warned: the cutoff lies below the one the program advises for these potential files; the exchange-correlation potential is rough where the density is thin.
